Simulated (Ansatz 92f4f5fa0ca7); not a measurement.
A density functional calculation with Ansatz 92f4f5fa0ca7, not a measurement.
Periodic cell of 237 atoms, Si145O90As2, from a study of silicon, its oxide and their interface. The atomic structure is a simulated model.

Settings: functional PBE; potential files Ansatz PAW; basis plane waves; wave-function cutoff 700 eV; density cutoff ratio 5; exchange-correlation grid ratio 1; k mesh 2 x 2 x 1, shifted by 0.5 0.5 0.5 of a step; self-consistency stop 5e-08 eV per atom in the density residual; occupations fixed; spin none; net charge 0.

Cell vectors (angstrom)
a 11.6015 0 0
b 0 10.938 0
c 0 0 32.0622

Atoms and the computed forces on them: element, x, y, z (angstrom), force x, y, z (eV/angstrom)
Si -0.2322 -0.0645 23.2836 -0.0043 -0.0404 -0.0234
Si 3.6547 0.1821 23.1181 -0.0367 -0.0551 -0.0025
Si 7.5252 -0.1313 23.461 0.0498 -0.0551 -0.0629
Si 1.6661 1.3572 23.4084 -0.041 0.0422 -0.0303
Si 5.7076 1.4061 23.1952 0.0735 0.0654 -0.0014
Si 9.4152 1.2327 23.3784 -0.0278 0.0383 -0.0348
Si 0.1079 5.2858 23.4831 -0.0779 -0.0206 -0.0579
Si 4.0829 5.3022 23.404 -0.0003 -0.0059 -0.0674
Si 7.9848 5.6266 23.52 0.0402 -0.0781 0.0143
Si 2.1022 6.5601 23.342 -0.0096 0.0672 0.0115
Si 5.9121 6.7884 23.5028 -0.0879 0.0337 -0.0414
Si 9.9778 6.8644 23.579 0.0569 0.0191 -0.0853
Si 1.8818 2.6566 25.3753 0.0133 -0.0516 -0.0108
Si 5.8106 2.6658 25.2542 0.0461 -0.0744 -0.0209
Si 9.5978 2.7001 25.269 0.004 -0.088 -0.0183
Si 11.5752 3.9963 25.4129 0.0147 0.0664 -0.0067
Si 3.8662 3.9731 25.3272 -0.0054 0.0669 0.0218
Si 7.7144 4.1162 25.3375 -0.0129 0.085 -0.0107
Si 1.9498 8.1378 25.1737 -0.0017 -0.09 0.0113
Si 5.7582 8.1695 25.3954 -0.0216 -0.0781 -0.0118
Si 9.6887 8.2575 25.4196 0.0008 -0.0539 0.0004
Si 11.6194 9.5516 25.2614 0.0396 0.0761 -0.0157
Si 3.8454 9.5769 25.0819 0.0104 0.1009 -0.0066
Si 7.6724 9.5215 25.4185 -0.0092 0.0515 -0.0158
Si 11.6295 -0.0123 27.2027 -0.012 -0.0547 0.0053
Si 3.8832 -0.0572 27.1224 -0.0246 -0.0479 0.0102
Si 7.7407 -0.0128 27.2913 -0.0128 -0.0333 -0.0034
Si 1.9672 1.3075 27.2753 -0.0025 0.0488 0.001
Si 5.8095 1.3241 27.2027 -0.0176 0.0436 0.0171
Si 9.675 1.3345 27.2086 -0.0198 0.0372 0.011
Si 11.5782 5.4712 27.2504 0.0172 -0.045 0.0062
Si 3.828 5.4201 27.2205 -0.0003 -0.039 -0.005
Si 7.6954 5.4636 27.2721 0.0164 -0.0435 0.0014
Si 1.922 6.8269 27.1749 0.0242 0.0467 0.009
Si 5.7418 6.7951 27.2919 0.0039 0.0441 0.0018
Si 9.6389 6.8149 27.2794 -0.0026 0.0312 -0.0038
Si 1.9361 2.721 29.1728 -0.0005 -0.034 -0.0064
Si 5.7836 2.7098 29.1407 0.0011 -0.0282 0.0058
Si 9.6719 2.7235 29.1455 -0.0001 -0.0283 0.007
Si 0.0036 4.0939 29.1702 -0.001 0.0268 0.0115
Si 3.8564 4.0859 29.1699 0.0025 0.0313 0.0085
Si 7.7218 4.0753 29.1767 0.0024 0.0268 0.0015
Si 1.9339 8.1884 29.1331 0.0078 -0.03 0.0114
Si 5.7766 8.1972 29.1842 -0.0088 -0.0243 -0.006
Si 9.6635 8.2046 29.1849 0.0046 -0.0223 -0.0063
Si -0.0001 9.5619 29.1486 0.0063 0.0304 0.0135
Si 3.8606 9.5738 29.1232 -0.0008 0.0357 0.0148
Si 7.7219 9.5452 29.1947 0.0035 0.0257 -0.0022
Si 0 0 31.0965 0.0298 -0.0355 -0.0801
Si 3.8672 0 31.0965 -0.0331 -0.0948 -0.2542
Si 7.7343 0 31.0965 -0.0258 0.0187 0.1207
Si 1.9336 1.3673 31.0965 -0.0114 -0.0513 0.1144
Si 5.8008 1.3673 31.0965 -0.0258 0.0224 -0.1109
Si 9.6679 1.3673 31.0965 0.0126 -0.0352 -0.0672
Si 0 5.469 31.0965 -0.0046 -0.0424 0.0568
Si 3.8672 5.469 31.0965 0.0181 -0.0266 0.0017
Si 7.7343 5.469 31.0965 -0.0222 -0.078 0.0135
Si 1.9336 6.8362 31.0965 0.0024 0.0362 -0.1385
Si 5.8008 6.8362 31.0965 -0.045 -0.029 0.1371
Si 9.6679 6.8362 31.0965 0.0266 -0.0992 0.1332
Si 1.9336 2.7345 0.9679 -0.0517 0.0352 0.0513
Si 5.8008 2.7345 0.9679 0.0037 0.0696 -0.3333
Si 9.6679 2.7345 0.9679 0.0144 -0.0151 0.0519
Si 0 4.1018 0.9679 -0.0598 0.0449 -0.0145
Si 3.8672 4.1018 0.9679 -0.0241 0.0308 0.0711
Si 7.7343 4.1018 0.9679 0.0803 0.082 0.1107
Si 1.9336 8.2035 0.9679 -0.0295 -0.0166 -0.0037
Si 5.8008 8.2035 0.9679 -0.0283 -0.0064 -0.0171
Si 9.6679 8.2035 0.9679 0.0575 0.0055 0.1572
Si 0 9.5708 0.9679 -0.0487 0.0725 0.086
Si 3.8672 9.5708 0.9679 -0.0173 0.0182 -0.212
Si 7.7343 9.5708 0.9679 0.0298 -0.0246 0.0971
Si 11.5992 0.0057 2.9219 0.0224 -0.0567 -0.0265
Si 3.8315 0.0291 2.862 -0.0347 -0.0663 -0.0274
Si 7.7483 0.0025 2.908 0.0214 -0.0504 0.0093
Si 1.9105 1.3937 2.9159 -0.0132 0.0397 -0.0068
Si 5.8121 1.3352 2.8363 0.0105 0.0532 0.0025
Si 9.6593 1.3769 2.9217 -0.0049 0.053 -0.0164
Si 11.5833 5.453 2.9129 0.0171 -0.0554 0.0005
Si 3.8586 5.477 2.9077 0.0143 -0.0419 -0.0003
Si 7.7545 5.5166 2.8863 0.001 -0.0576 0.0102
Si 1.9083 6.8157 2.8873 -0.0284 0.0457 0.0065
Si 5.8063 6.8336 2.8907 0.0007 0.0412 -0.008
Si 9.685 6.8773 2.9481 -0.0027 0.0689 0.0264
Si 1.9273 2.6611 4.9218 0.0197 -0.0218 -0.0003
Si 5.8493 2.8675 4.6141 0.074 -0.0576 0.0376
Si 9.6011 2.7822 4.8415 -0.0309 -0.0521 -0.0194
Si 11.5827 4.0649 4.8426 0.0391 0.075 -0.0302
Si 3.8522 4.0747 4.8254 -0.0557 0.0668 0.0247
Si 7.7591 4.2484 4.8742 0.0115 0.067 -0.0004
Si 1.9046 8.1462 4.834 -0.0156 -0.0686 0.0151
Si 5.7909 8.2469 4.7763 -0.0034 -0.0525 0.0078
Si 9.6716 8.2726 4.9146 0.0145 -0.0822 -0.0294
Si 11.629 9.626 4.9001 0.0223 0.0752 0.014
Si 3.8232 9.5131 4.6889 0.0012 0.0995 0.0039
Si 7.7306 9.6207 4.8809 -0.0008 0.0369 -0.0155
Si 11.5851 0.1446 6.8353 -0.0326 -0.067 0.0429
As 3.8753 -0.3498 6.8439 0.0691 0.0241 -0.1506
Si 7.7537 0.0005 6.9032 0.0082 0.0102 0.0304
Si 2.1211 1.2554 6.9063 0.0742 0.0028 0.2405
As 5.7405 1.2376 6.3469 -0.1529 -0.0227 0.0365
Si 9.6742 1.5277 6.8484 -0.0702 0.004 0.0664
Si 11.4944 5.4775 6.7396 -0.02 -0.0314 0.0775
Si 3.9587 5.4079 6.7875 0.0998 -0.0145 0.056
Si 7.6853 5.6622 6.8477 -0.025 -0.0875 -0.0089
Si 1.9511 6.6245 6.6959 -0.0078 0.0767 -0.0143
Si 5.7588 6.9801 6.7552 -0.0534 0.0318 0.0609
Si 9.6935 7.0002 6.9364 0.0128 0.0373 0.0541
O 9.8319 7.9083 8.353 -0.0048 0.003 -0.0435
O 7.4103 10.0467 8.2632 0.0097 -0.0475 0.0222
O 7.3868 4.7011 8.1747 0.0438 -0.0067 0.0107
O 2.5347 10.6412 8.7555 0.0296 -0.0268 0.2186
O 2.0662 7.4807 8.0953 -0.0209 0.0231 0.0054
O 4.0653 4.5549 8.2315 -0.0017 0.0025 -0.0376
O 9.7436 2.4597 8.227 -0.0001 0.0168 -0.0401
O 2.6467 2.3719 8.0327 0.0163 -0.039 -0.1144
O 11.3565 4.5809 8.1292 0.0001 -0.0147 -0.0205
O 5.4062 2.3287 7.7365 0.0462 -0.0115 -0.0241
O 5.7459 7.9512 8.1072 0.0149 0.0297 0.0047
O 11.026 10.2573 8.1474 0.0752 -0.0459 -0.0144
O 11.1814 10.1092 21.7995 0.0094 -0.0189 0.0345
O 3.2381 10.6634 21.5465 0.0578 -0.024 -0.0033
O 5.655 7.8579 22.244 0.0665 0.0302 -0.0029
O 4.2066 4.4559 21.9609 0.0283 -0.0305 0.0012
O 7.6516 9.6819 22.2084 -0.0424 -0.001 0.015
O 10.362 7.6454 22.1635 -0.0224 0.0488 -0.0048
O 1.601 2.3651 22.0891 -0.037 0.0351 -0.0046
O 5.9098 2.4292 21.8781 -0.0332 0.0025 0.0248
O 8.3758 4.6789 22.2107 -0.028 -0.0005 -0.0153
O -0.1547 4.3687 22.1011 0.0617 -0.0259 0.0118
O 2.2452 7.2981 21.8719 -0.0235 0.0145 -0.0094
O 9.1128 1.8579 21.8687 0.0361 0.0231 -0.0089
Si 1.8399 7.7637 9.6632 -0.0152 -0.0383 0.0031
Si 4.9805 0.6154 17.697 -0.0022 0.0054 0.003
Si 2.3647 5.4396 14.1051 -0.0004 0.0081 0.0045
Si 10.4222 3.8789 14.0178 -0.0024 -0.0007 -0.0012
Si 8.1761 2.3776 15.2864 0.0326 -0.0025 -0.0039
Si 9.5248 2.2076 20.3369 -0.0027 -0.0058 0.008
Si 10.4705 3.6418 9.1166 0.0204 0.0067 0.0101
Si 0.0036 2.285 11.601 0.0098 0.0071 -0.002
Si 10.8533 8.0808 15.4915 0.005 0.0072 0.0129
Si 5.0863 6.9396 14.0535 0.0009 0.0027 0.0066
Si 5.6657 2.6292 11.1477 -0.0067 -0.0039 0.0116
Si 8.5293 7.6151 19.4218 -0.0152 -0.0031 0.0028
Si 8.0838 4.8074 20.6159 -0.0015 0.0043 0.0172
Si 5.843 9.5994 15.2202 -0.0055 0.0001 0.0002
Si 2.0586 7.6513 20.2978 0.0003 0.0129 -0.0087
Si 1.8167 4.892 18.7863 0.0133 -0.0025 0.0119
Si 4.4066 3.4581 18.0387 -0.0013 0.0032 -0.001
Si 8.3812 8.9221 16.876 0.0006 -0.0025 0.0095
Si 0.6846 9.4776 13.428 0.0069 0.0046 0.0049
Si 9.8279 10.6187 11.787 -0.0046 0.0017 -0.0113
Si 5.3107 3.6983 21.0154 -0.0091 0.0255 -0.0125
Si 0.418 5.4656 16.3051 0.0007 0.0039 0.0047
Si 10.6396 9.0842 9.194 -0.0038 0.0355 -0.0128
Si 6.5222 8.8905 21.3268 -0.0123 -0.0038 -0.0022
Si 6.9749 7.1996 11.4864 -0.0011 0.0006 -0.001
Si 2.5707 0.7254 12.4818 0.0048 -0.0015 -0.0211
Si 10.8535 8.7007 21.0253 0.0001 -0.0261 -0.0006
Si 5.9743 4.3821 15.7036 0.002 0.0028 0.005
Si 6.981 0.5052 13.0106 -0.0061 -0.0018 0.0049
Si 4.1039 2.9357 8.5289 -0.0479 -0.0028 0.0195
Si 0.7789 6.8092 11.9712 0.0021 -0.0062 0.0053
Si 6.2836 9.1405 9.0984 0.0018 -0.0111 -0.0089
Si 0.6212 3.2689 21.1612 0.0303 0.0013 -0.0002
Si 9.6459 6.5671 12.9298 0.0015 -0.0073 -0.002
Si 7.6729 4.5869 9.7796 0.0012 0.0045 -0.0036
Si 3.9804 10.0547 20.2118 0.0126 0.0007 0.0019
Si 4.1273 3.0724 13.6151 0.0001 0.0012 -0.0043
Si 3.4936 10.0974 9.9281 -0.0158 0.0797 0.059
Si 7.989 0.7799 18.0488 0.0003 -0.0001 0.0025
O 11.3914 3.2678 12.8737 -0.0008 -0.0173 -0.0242
O 9.299 4.4613 9.9246 -0.0123 -0.0189 -0.0244
O 8.7628 3.5567 19.8566 0 0.0007 0.012
O 3.9922 -0.0454 18.8205 0.0196 -0.0021 -0.0022
O 11.1754 4.5047 15.3141 0.0067 0.0211 0.005
O 9.7532 9.7227 10.4097 0.0133 0.0157 0.0145
O 3.6467 1.5354 13.4076 -0.0043 0.0114 -0.0161
O 0.5249 8.9328 14.9545 -0.0178 -0.0139 -0.0242
O 6.4141 1.0631 18.3767 0.0012 -0.0186 -0.0238
O 4.6632 3.166 19.6286 0.004 0.0165 0.0168
O 6.1705 1.2009 11.7696 0.0068 0.0102 0.0177
O 0.4247 8.562 9.8329 0.0158 0.0152 -0.0175
O 5.5567 4.3649 17.2923 -0.012 -0.0209 -0.0199
O 8.3267 7.2941 12.3673 -0.0137 -0.0108 -0.0154
O 4.4086 2.5657 10.0891 0.0114 -0.0018 -0.0078
O 1.9135 5.6387 15.6562 -0.0253 0.0012 -0.0194
O 3.402 -0.0905 11.3753 -0.0009 -0.0465 -0.1319
O 5.7704 7.1653 12.585 0.0337 0.0008 -0.0176
O 2.1702 6.3961 19.2835 -0.0144 0.0048 0.0176
O 0.5157 4.8429 17.806 0.0164 0.0117 -0.0118
O 8.3311 10.7513 12.4115 0.0056 0.0165 0.0053
O 5.101 10.1543 9.5283 -0.0652 0.0044 0.0256
O 0.5806 8.3119 20.169 0.0318 -0.0165 0.0366
O 9.6203 2.6019 14.6051 -0.0562 0.0023 0.0266
O 1.7538 10.6847 13.4924 -0.0046 -0.0038 -0.0359
O 9.8516 9.1147 16.2273 -0.0114 -0.0187 -0.0047
O 6.0629 10.3328 13.777 0.0214 0.0175 0.0039
O 7.2869 1.6025 14.1743 0.0187 -0.0115 -0.0053
O 1.5869 3.9945 20.1027 -0.0344 -0.0008 0.0084
O 5.8927 5.8531 14.9946 -0.0196 -0.0077 -0.0064
O 7.2627 8.9484 15.7081 -0.0105 0.0175 0.0088
O 1.4995 1.6804 11.7152 -0.0008 -0.0185 0.0295
O 6.8853 8.469 10.4602 -0.0104 -0.0283 -0.0112
O 4.2466 2.0116 17.2867 0.0209 0.0127 0.02
O 6.963 3.2673 10.401 -0.0079 0.0111 -0.0203
O 11.3354 6.9265 16.5221 0.0087 -0.0082 -0.0329
O 8.1006 10.1189 17.909 0.001 0.0046 -0.0369
O 3.155 8.51 10.2337 -0.0288 0.0913 -0.0586
O 7.5027 3.8271 15.6108 -0.0064 -0.0208 -0.0102
O 3.0343 4.293 17.9141 0.0016 -0.0023 0.0267
O 2.7523 3.9132 13.7471 0.0254 0.0015 0.005
O 1.2526 8.2878 12.479 -0.024 -0.0001 0.0128
O 1.0875 5.7669 13.1663 0.0183 0.0262 -0.0093
O 4.8862 8.3237 14.8991 0.0178 -0.005 -0.0115
O 11.1473 2.3713 20.3205 -0.0031 0.0226 0.0132
O 10.8146 9.9326 12.8841 0.0137 0.0046 -0.0144
O 5.0925 3.5505 12.3744 -0.0091 -0.0247 0.0143
O 4.9843 3.3175 14.966 0.0043 0.0249 -0.0086
O 6.4526 4.7755 20.5272 -0.0064 -0.0331 0.0042
O 8.3873 1.5229 16.6565 -0.0212 0.0121 -0.0179
O 10.4223 1.1658 11.4842 0.0019 -0.0179 0.0151
O 10.7696 6.7121 11.7513 -0.0026 -0.0078 0.0276
O 3.2626 8.647 19.8532 -0.0434 -0.0213 0.0182
O 1.5963 6.4357 10.6054 0.007 0.0292 0.0052
O 7.1273 8.0637 20.0911 0.0227 0.0173 0.0107
O 8.3598 7.5673 17.7968 0.0062 0.0205 0.0233
O 3.5922 6.4129 13.7416 -0.0144 -0.0209 0.0099
O 9.4297 4.9947 13.3321 0.0251 0.017 0.0013
O 5.5347 9.9904 20.6825 -0.0011 -0.0334 -0.0089
O 10.0776 7.3687 14.2629 0.0137 -0.0139 -0.0169
O 8.7939 6.1036 19.951 -0.0083 0.0162 -0.0001
O 7.046 5.8565 10.5672 0.0092 0.0181 0.0027
O 5.2149 10.575 16.3916 0.0146 -0.0006 0.0023
O 9.0193 1.1071 19.2619 -0.0034 0.017 0.0053
O 11.5417 3.097 10.1948 -0.024 0.0037 0.0066
O 9.6819 8.678 19.8899 -0.0029 -0.0169 0.0089

Results
free energy: -153091.755 eV
free energy less fixed offsets of As -4857.07, O -569.03, Si -635.61 eV per atom: -1.465 eV

The program warned: the cutoff lies below the one the program advises for these potential files; the exchange-correlation potential is rough where the density is thin.
